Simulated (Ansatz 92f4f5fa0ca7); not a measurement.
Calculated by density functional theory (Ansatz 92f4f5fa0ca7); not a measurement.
Periodic cell of 212 atoms, Si132O80, from a study of silicon, its oxide and their interface. The atomic structure is a simulated model.
Doubt: the cutoff is far below the 930 eV that the study's wrapper takes by default for these files, so forces and energies are approximate.
This geometry differs little from another in the collection (a relaxation step or a small displacement).

Settings
functional: PBE
potential files: Ansatz PAW
basis: plane waves
wave-function cutoff: 580 eV
density cutoff ratio: 5
exchange-correlation grid ratio: 1
k mesh: 1 x 1 x 1, Gamma-centred
self-consistency stop: 5e-08 eV per atom in the density residual
occupations: fixed
spin: none
net charge: 0

Cell vectors (angstrom)
a, 10.938, 0, 0
b, 0, 10.938, 0
c, 0, 0, 31.7392

Atoms and the computed forces on them: element, x, y, z (angstrom), force x, y, z (eV/angstrom)
Si, -0.39, 0.3643, 24.3446, 0.057, -0.0452, -0.0034
Si, 6.1857, -0.562, 24.3245, -0.0427, 0.0589, -0.0131
Si, 2.1377, 3.3212, 24.3969, 0.0261, -0.04, 0.0065
Si, 8.6303, 2.0912, 24.3104, -0.0548, 0.0361, 0.0007
Si, 0.4869, 5.0915, 24.2423, -0.0333, 0.0547, -0.0246
Si, 4.7535, 6.1207, 24.3153, 0.0741, -0.0439, -0.0274
Si, 3.0482, 7.9291, 24.4628, -0.0621, 0.0414, -0.009
Si, 7.7703, 8.5407, 24.3117, 0.0416, -0.0689, -0.0169
Si, 1.2826, 1.4637, 25.6176, 0.0051, 0.0041, -0.0115
Si, 6.9338, 1.2425, 25.7061, -0.0044, 0.0055, -0.0118
Si, 4.0342, 4.1832, 25.53, -0.0062, -0.0046, -0.0187
Si, 9.5615, 4.0621, 25.3872, 0.0078, -0.0081, 0.0011
Si, 1.373, 6.795, 25.6499, 0.002, 0.0056, 0.0006
Si, 6.7059, 6.8481, 25.54, -0.0097, -0.0022, -0.0146
Si, 4.2151, 9.6358, 25.5495, 0.0155, 0.006, -0.0069
Si, 9.5305, 9.547, 25.5667, -0.0084, 0.0026, -0.0032
Si, 2.7395, 0.0424, 26.8896, -0.0116, -0.0078, 0.0098
Si, 8.2604, -0.0757, 27.0585, 0.004, -0.0068, 0.0136
Si, -0.0731, 2.7986, 26.9768, 0.0041, -0.0027, -0.002
Si, 5.4639, 2.7433, 26.8807, 0.003, 0.0037, 0.0116
Si, 2.7372, 5.4621, 27.0236, 0.0048, -0.004, 0.0092
Si, 8.1756, 5.4485, 26.8336, 0.0012, 0.0058, -0.0014
Si, -0.0141, 8.2004, 26.9269, 0.0025, -0.0006, -0.0002
Si, 5.4615, 8.2299, 26.9955, 0.0013, 0.009, -0.0028
Si, 4.1018, 1.3673, 28.3209, -0.0137, 0.1885, -0.4024
Si, 9.5708, 1.3673, 28.3209, 0.069, 0.1433, 0.4731
Si, 1.3673, 4.1018, 28.3209, -0.2407, -0.0031, 0.3809
Si, 6.8362, 4.1018, 28.3209, 0.0398, -0.0521, -0.5828
Si, 4.1018, 6.8362, 28.3209, 0.012, 0.1647, 0.3928
Si, 9.5708, 6.8362, 28.3209, -0.2716, -0.2063, -0.5533
Si, 1.3673, 9.5708, 28.3209, 0.1468, 0.0951, -0.489
Si, 6.8362, 9.5708, 28.3209, -0.0046, -0.2826, 0.7209
Si, 0, 0, 29.6882, 0.0746, 0.1833, 0.0131
Si, 5.469, 0, 29.6882, 0.1062, -0.0439, -0.012
Si, 2.7345, 2.7345, 29.6882, -0.0938, -0.0152, 0.0035
Si, 8.2035, 2.7345, 29.6882, -0.0081, -0.1351, 0.0108
Si, 0, 5.469, 29.6882, 0.0652, -0.0771, 0.0112
Si, 5.469, 5.469, 29.6882, 0.0012, 0.1004, -0.0051
Si, 2.7345, 8.2035, 29.6882, 0.0593, -0.049, 0.0226
Si, 8.2035, 8.2035, 29.6882, -0.1854, -0.0362, 0.0492
Si, 1.3673, 1.3673, 31.0554, 0.0633, -0.0866, 0.0258
Si, 6.8362, 1.3673, 31.0554, -0.0527, 0.0679, -0.0216
Si, 4.1018, 4.1018, 31.0554, 0.0094, -0.0119, -0.008
Si, 9.5708, 4.1018, 31.0554, -0.0542, 0.0482, -0.0369
Si, 1.3673, 6.8362, 31.0554, -0.0752, 0.0537, -0.0178
Si, 6.8362, 6.8362, 31.0554, 0.092, -0.0392, 0.0309
Si, 4.1018, 9.5708, 31.0554, -0.0441, 0.0762, -0.0279
Si, 9.5708, 9.5708, 31.0554, 0.029, -0.0622, -0.0192
Si, 2.7345, 0, 0.6835, 0.0291, -0.0377, 0.0198
Si, 8.2035, 0, 0.6835, -0.0335, 0.0321, -0.006
Si, 0, 2.7345, 0.6835, -0.0324, 0.0444, -0.01
Si, 5.469, 2.7345, 0.6835, 0.0493, -0.0608, 0.0346
Si, 2.7345, 5.469, 0.6835, -0.0316, 0.0524, -0.001
Si, 8.2035, 5.469, 0.6835, 0.0378, -0.0823, 0.0194
Si, 0, 8.2035, 0.6835, 0.0509, -0.0198, 0.0399
Si, 5.469, 8.2035, 0.6835, -0.0272, 0.0054, -0.0099
Si, 4.1018, 1.3673, 2.0507, -0.04, 0.0271, -0.0394
Si, 9.5708, 1.3673, 2.0507, -0.015, -0.0782, 0.0472
Si, 1.3673, 4.1018, 2.0507, 0.0182, -0.0721, 0.0273
Si, 6.8362, 4.1018, 2.0507, -0.0285, 0.0625, -0.0569
Si, 4.1018, 6.8362, 2.0507, 0.0598, -0.0365, 0.0298
Si, 9.5708, 6.8362, 2.0507, -0.0934, 0.0289, -0.0746
Si, 1.3673, 9.5708, 2.0507, 0.0268, 0.1462, -0.066
Si, 6.8362, 9.5708, 2.0507, 0.0557, -0.0404, 0.0357
Si, 0, 0, 3.418, 0.4042, -0.0974, -0.526
Si, 5.469, 0, 3.418, -0.2312, 0.0861, 0.5617
Si, 2.7345, 2.7345, 3.418, 0.1436, -0.0081, -0.2731
Si, 8.2035, 2.7345, 3.418, -0.304, -0.0532, 0.398
Si, 0, 5.469, 3.418, 0.0546, 0.2304, 0.4724
Si, 5.469, 5.469, 3.418, 0.0576, -0.1766, -0.5179
Si, 2.7345, 8.2035, 3.418, 0.0669, 0.2856, 0.6109
Si, 8.2035, 8.2035, 3.418, 0.0521, -0.3144, -0.5536
Si, 1.3999, 1.3425, 4.7523, -0.0189, -0.0089, -0.0471
Si, 6.7806, 1.3885, 4.8544, -0.0439, -0.0042, -0.0325
Si, 4.125, 4.0967, 4.7492, 0.0091, -0.0665, -0.0069
Si, 9.5496, 4.1116, 4.8053, -0.0136, -0.0084, 0.0021
Si, 1.392, 6.8604, 4.8568, -0.014, -0.0081, -0.0125
Si, 6.828, 6.8231, 4.728, -0.0005, -0.0103, -0.046
Si, 4.0898, 9.5991, 4.9103, -0.0066, 0.0037, -0.0184
Si, 9.6431, 9.5002, 4.6872, -0.0009, 0.0216, -0.051
Si, 2.6615, 0.0739, 6.3374, -0.0006, -0.006, 0.0014
Si, 8.2639, -0.0893, 5.9579, -0.0232, -0.0595, 0.0798
Si, 0.0407, 2.7323, 6.0665, 0.0269, 0.0079, 0.0539
Si, 5.3635, 2.777, 6.2884, -0.0881, 0.0132, -0.1299
Si, 2.8459, 5.4958, 6.1457, 0.0294, -0.0095, 0.018
Si, 8.1262, 5.4652, 6.1485, -0.0417, 0.0099, 0.0355
Si, 0.0025, 8.2396, 6.2359, 0.0097, 0.021, 0.0213
Si, 5.5369, 8.147, 6.1736, -0.0181, -0.0683, 0.0539
Si, 3.4447, 1.9939, 7.5657, 0.0945, -0.0059, 0.0095
Si, 9.9985, 0.8951, 7.1555, -0.1182, 0.0661, 0.1056
Si, 1.7564, 3.7916, 7.3071, -0.062, 0.0142, -0.0481
Si, 6.4187, 4.5157, 7.5238, 0.3764, -0.8086, 0.1585
Si, 4.6807, 6.3295, 7.4478, -0.0176, -0.0003, -0.0264
Si, 9.2448, 7.0913, 7.4122, -0.0166, -0.0531, -0.0494
Si, 0.746, 10.1486, 7.5052, 0.0427, -0.0283, -0.0093
Si, 7.4615, 9.0327, 7.2439, 0.0146, 0.1109, -0.0513
O, 0.7766, 9.9841, 9.193, -0.015, 0.023, 0.0256
O, 1.1939, 4.6096, 8.6549, -0.1357, -0.005, 0.0992
O, 5.2005, -1.3223, 10.5864, 0.0051, -0.0205, -0.0002
O, 6.9525, 9.8878, 8.5869, 0.0068, -0.0445, 0.0532
O, 3.6306, 1.7004, 9.2129, -0.0421, 0.0252, 0.0203
O, 4.537, 6.7225, 9.1447, 0.1198, -0.062, 0.0425
O, 6.4915, 5.1007, 9.3422, 0.032, 0.4766, 0.4738
O, 9.8877, 6.2154, 8.72, 0.0023, -0.0536, 0.055
O, 2.4451, 2.9289, 22.7951, -0.0027, -0.0004, 0.0087
O, 6.3011, 10.861, 22.6943, 0.0089, -0.0249, 0.0234
O, 7.6861, 2.2787, 22.9178, 0.0047, -0.0048, 0.003
O, 0.3524, 5.6139, 22.662, 0.0152, -0.0237, 0.0315
O, 2.3214, 8.6337, 23.1082, 0.0082, -0.0065, 0.0058
O, 8.1838, 8.023, 22.7791, -0.0112, 0.0218, 0.0218
O, 4.9191, 5.8098, 22.7036, -0.0206, 0.0184, 0.0235
O, 11.3117, 10.5884, 23.0128, 0.005, 0.0049, 0.0054
Si, 0.3443, 3.6909, 14.9002, 0.0117, 0.0009, 0.0141
Si, 6.8444, 11.2299, 14.0535, -0.0131, -0.0102, 0.0086
Si, 4.0119, 2.1194, 10.7409, 0.1081, -0.0065, -0.0511
Si, 3.3973, 1.7152, 22.283, -0.0228, 0.007, -0.0209
Si, 1.8812, 10.1073, 22.5624, -0.0089, 0.0006, -0.0107
Si, 4.7556, 10.2659, 12.0177, -0.0099, 0.0247, -0.0094
Si, 13.3668, 11.2017, 19.865, -0.0096, 0.0035, -0.0294
Si, 6.3905, 13.464, 17.0205, 0.008, 0.0107, 0.0257
Si, 9.7056, 3.4372, 19.6727, -0.0122, -0.0105, -0.0005
Si, 2.7493, 17.5669, 19.3971, 0.0071, -0.0012, -0.0096
Si, -1.4526, 13.3149, 16.8963, 0.0049, 0.0018, 0.0192
Si, 1.5915, 8.633, 15.6422, 0.011, 0.0116, 0.0005
Si, 1.0629, 6.3221, 12.1671, 0.0255, 0.0211, 0.0025
Si, 10.4456, 11.5961, 19.0407, 0.0138, 0.0017, 0.0071
Si, 9.5492, 6.1106, 14.0023, 0.043, -0.0005, 0.0258
Si, 5.4326, 14.1584, 14.3719, -0.0155, -0.0386, 0.0055
Si, 11.0189, 5.8784, 21.0705, 0.0088, -0.0079, -0.009
Si, 6.402, 12.436, 22.2416, 0.0235, -0.001, -0.0089
Si, -1.0355, 2.0781, 9.9743, 0.2019, -0.2336, -0.0982
Si, 5.3707, 5.7472, 21.1543, -0.0015, -0.0037, 0.002
Si, 5.8599, 6.4685, 10.0826, -0.0746, 0.1035, -0.0171
Si, 7.0057, 16.1052, 12.4811, 0.0155, -0.0016, 0.1087
Si, 2.5798, 14.6436, 12.927, 0.01, -0.0007, -0.0071
Si, 11.4941, 10.7584, 10.6276, 0.0206, -0.0737, 0.0103
Si, 8.7604, 11.0653, 11.7974, -0.0106, -0.1196, 0.0647
Si, 13.0846, 9.0946, 12.5829, 0.0102, -0.0142, 0.0079
Si, 6.7224, 3.2585, 20.0105, 0.0126, 0.0211, -0.0049
Si, 8.5819, 9.2625, 18.8511, 0.0121, 0.0107, 0.0019
Si, 8.1477, 7.4328, 21.2573, -0.0107, 0.0037, -0.0143
Si, 6.82, 3.5534, 10.0946, -0.7706, 0.5199, -0.4012
Si, 6.713, -1.6128, 10.0763, -0.0157, 0.0486, -0.0278
Si, 6.3151, 10.4734, 17.0219, -0.0064, -0.0028, 0.0018
Si, -0.1476, 5.0638, 9.4672, 0.1367, 0.0862, 0.0105
Si, -0.9263, 7.5542, 16.6608, 0.0075, 0.0112, 0.0118
Si, 1.4826, 5.8665, 16.8039, 0.01, 0.0113, 0.0136
Si, 3.5923, 9.3585, 17.8129, -0.0073, -0.0016, 0.0088
O, 8.3408, 11.2674, 13.3671, 0.0075, 0.0171, -0.0224
O, 7.7184, -0.8734, 11.0806, -0.0289, -0.0275, -0.0315
O, 10.1773, 10.317, 11.5064, 0.0076, 0.0352, -0.0142
O, 2.4323, 5.6216, 18.1191, -0.0081, 0.0008, -0.0077
O, 9.6056, 6.7216, 20.9465, -0.0048, 0.0076, 0.0108
O, 4.9334, 2.1147, 22.6723, -0.0009, 0.0053, 0.0066
O, 9.7439, 3.5427, 18.029, -0.0007, -0.0012, -0.0103
O, -4.0056, 10.4799, 15.5007, 0.0036, -0.0005, -0.0015
O, 3.0892, 8.0716, 18.6889, 0.0036, 0.0044, -0.0018
O, 0.4423, 12.3894, 10.3912, -0.0272, 0.0631, -0.0262
O, 6.8091, 17.4514, 21.0207, 0.0074, 0.0115, 0.0115
O, 6.1263, 1.7672, 14.0584, -0.0002, 0.0194, 0.0089
O, 1.4036, 6.6112, 20.3758, -0.0082, 0.0052, 0.0097
O, 3.5209, 10.6367, 18.8163, -0.0046, 0.0033, 0.0078
O, 9.2086, 17.9149, 15.3488, -0.0085, -0.0105, -0.0204
O, 6.9292, -3.2405, 10.0057, 0.0097, -0.0723, 0.0084
O, 14.0726, 12.4366, 20.6812, 0.0112, 0.0065, 0.0154
O, 13.8019, 13.9976, 11.4456, 0.0365, -0.0062, 0.0026
O, -1, 3.6854, 9.7558, -0.0782, -0.0917, 0.0051
O, 5.9458, -0.6441, 13.0995, 0.0065, 0.0004, 0.0006
O, 10.8396, 17.6916, 13.241, -0.0133, -0.0072, -0.0118
O, 4.1124, 6.2518, 20.2241, 0.008, 0.0008, 0.0075
O, -3.0149, 13.3595, 16.4174, -0.001, 0.0042, -0.0017
O, 2.0614, 7.0571, 15.8141, -0.0035, -0.0049, -0.0033
O, 5.8301, 6.0257, 11.6649, 0.0376, -0.0344, 0.0056
O, 4.2035, 0.8239, 11.7063, -0.0135, 0.0378, -0.0189
O, 6.5836, 1.7389, 20.629, -0.0081, -0.0073, 0.0126
O, 8.219, 17.0362, 13.0505, -0.0426, -0.0164, -0.0297
O, 1.1297, 11.6474, 19.0007, 0.0039, -0.0006, 0.0054
O, -0.0068, 17.2929, 17.3035, -0.006, 0.0009, -0.009
O, 7.6385, 4.0764, 11.4176, 0.0113, 0.0105, -0.199
O, 5.4598, 14.3237, 15.9946, 0, 0.0022, -0.0156
O, 2.9778, 11.2483, 23.0559, 0.0114, 0.0054, 0.0072
O, 10.8079, 4.4361, 20.3172, 0.0068, 0.0018, 0.0014
O, 8.9933, 8.0799, 17.7992, -0.0045, -0.0023, 0.0018
O, 7.9242, 8.6273, 20.1816, 0.0068, 0.0035, 0.0037
O, 12.7245, 18.6613, 11.7836, -0.0149, -0.0121, 0.0101
O, 6.3918, 3.3028, 18.431, 0.0055, -0.0088, -0.0124
O, 1.3417, 15.4411, 15.9218, -0.0035, -0.0051, -0.007
O, 2.212, 16.2377, 12.7495, -0.0152, 0.0036, -0.0111
O, 7.4874, 10.2025, 18.1097, 0.0016, -0.0042, -0.0009
O, 5.6401, 4.1978, 20.7563, 0.0016, -0.0154, 0.0043
O, 2.6092, 9.5571, 16.5183, -0.0083, -0.0046, -0.0127
O, -5.1967, 11.9852, 17.2475, 0.0015, -0.0002, -0.0018
O, 9.4146, 1.2332, 8.6749, 0.0962, 0.2106, 0.0246
O, 11.003, 8.7803, 16.2179, 0.0098, -0.0118, -0.0024
O, 10.5296, 13.4159, 15.6623, 0.0017, 0.0029, -0.013
O, 3.9034, 14.3388, 13.8387, 0.0111, 0.0073, 0.0043
O, -0.9551, 1.8607, 20.0671, 0.0005, -0.0017, -0.0056
O, 7.1636, 3.0461, 8.596, 0.1147, 0.017, 0.0602
O, 9.8295, 11.8769, 17.5621, -0.006, 0.0037, -0.0082
O, -1.0714, 10.1229, 19.4082, -0.0098, 0.002, -0.0016
O, 1.2623, 14.0116, 13.6886, -0.0012, -0.0026, -0.0092
O, 12.8826, 10.0557, 20.9326, -0.0057, -0.0072, 0.0198
O, 10.024, 15.532, 14.368, -0.0173, 0.0096, -0.013
O, 1.5485, 9.1199, 14.0937, -0.0076, 0.0039, -0.0037
O, 0.3235, 5.6665, 10.8939, -0.0346, -0.0605, -0.1131
O, 8.2315, 3.8429, 20.2355, -0.0016, -0.0047, -0.0054
O, 3.7455, 9.2264, 12.7272, 0.0004, 0.0017, 0.002
O, -5.8053, 9.3537, 17.2421, 0.0099, 0, -0.0083
O, 5.4363, 2.9377, 10.7127, 0.1179, -0.0226, -0.0053
O, 1.7513, 10.3715, 11.6492, -0.0198, 0.0149, -0.0158
O, 6.3242, 4.4192, 13.7357, 0.0165, 0.0194, -0.0245
O, 8.8133, 1.6359, 11.1341, 0.0112, 0.134, -0.1123

Results
free energy: -129408.634 eV
free energy less fixed offsets of O -568.88, Si -635.61 eV per atom: 2.286 eV

The program warned: the cutoff lies below the one the program advises for these potential files; the forces do not sum to zero within the program's tolerance; the exchange-correlation potential is rough where the density is thin.
